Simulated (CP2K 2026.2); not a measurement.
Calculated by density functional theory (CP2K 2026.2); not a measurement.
Periodic cell of 1152 atoms, Si864O288, from a study of silicon, its oxide and their interface. The atomic structure is a simulated model.
Doubt: the forces sum to 2.58 eV/angstrom along one axis rather than to zero, so they err by at least 0.0022 eV/angstrom per atom on average; the grid cutoff is modest.

Settings: functional PBE; method Gaussian and plane waves; basis set DZVP-MOLOPT-SR-GTH; pseudopotentials GTH-PBE; grid cutoff 350 Ry, relative cutoff 50 Ry; k points Gamma only; occupations fixed; spin none; net charge 0.

Cell vectors (angstrom)
a 32.64 0 0
b 0 16.32 0
c -2.5442 -2.2838 38.7021

Atoms and the computed forces on them: element, x, y, z (angstrom), force x, y, z (eV/angstrom)
Si -1.0025 12.3802 38.656 -0.0848 0.1786 0.7402
Si 4.4876 0.9725 0.1207 -0.3708 0.3306 0.6339
Si 1.1808 4.2739 0.1533 0.2001 -0.2833 0.641
Si 4.1333 6.5701 0.0599 -0.0624 0.2706 0.641
Si 1.0394 9.7258 0.1067 0.2854 -0.1164 0.7095
Si 1.2995 10.2381 38.6585 0.0819 -0.2068 0.7065
Si 6.7425 15.0682 0.4746 0.1443 -0.2445 0.6728
Si 9.5048 1.3323 0.55 0.0159 0.0548 0.5533
Si 7.3212 3.455 0.0478 -0.1325 0.3024 0.7719
Si 9.2706 7.0789 0.1051 0.0219 -0.2086 0.7841
Si 7.0489 9.2788 0.0479 -0.1838 0.1225 0.7101
Si 7.3054 9.6229 38.49 -0.237 0.2033 0.7525
Si 9.1029 13.2036 38.6188 0.2705 -0.2209 0.7021
Si 14.6743 1.8284 0.1499 0.0268 -0.2836 0.7295
Si 12.3299 3.9121 0.1468 -0.1294 0.1796 0.676
Si 15.1974 6.487 0.0466 -0.0841 0.2297 0.7535
Si 9.522 7.3198 38.574 0.1908 -0.144 0.6959
Si 12.6877 9.5587 38.5479 -0.1843 0.2674 0.7009
Si 15.2715 12.469 38.686 -0.2236 0.2339 0.667
Si 20.673 1.1076 0.2078 -0.0985 0.0898 0.7523
Si 17.3758 4.2498 0.0949 0.2603 -0.0624 0.7058
Si 20.7216 6.4917 0.1401 -0.2889 0.2588 0.6711
Si 17.6228 9.772 0.0158 0.0813 -0.2515 0.6777
Si 20.1572 12.59 0.058 0.217 -0.232 0.6693
Si 22.872 15.2529 0.1609 0.1066 -0.1128 0.728
Si 25.9708 1.1975 0.0592 -0.1406 0.2712 0.6962
Si 22.9884 4.2481 0.2145 0.2064 -0.2457 0.6938
Si 25.6167 7.0021 0.2713 0.1023 -0.1122 0.7347
Si 23.4039 9.1964 0.0518 -0.1758 0.2881 0.752
Si 26.1648 12.1293 0.0479 -0.2761 0.0321 0.6628
Si 28.1864 15.2782 0.1139 0.2071 -0.042 0.7415
Si 28.4751 -0.6083 38.6411 0.0465 -0.1665 0.7263
Si 26.2654 1.6544 38.5187 -0.2589 0.1213 0.7169
Si 29.0198 4.2679 38.6928 -0.349 0.3056 0.5982
Si 28.2698 9.7725 0.0238 0.1678 -0.1286 0.6699
Si 31.519 11.9699 0.1818 -0.1296 0.12 0.7758
Si 2.7078 -0.0607 1.2727 -0.007 -0.0177 -0.0591
Si 5.5503 2.6349 1.3904 -0.0084 0.0335 -0.0649
Si 2.7676 5.3541 1.4743 -0.0084 -0.0192 -0.0376
Si 5.4068 8.1298 1.2926 -0.002 -0.0103 -0.0365
Si 2.7161 10.8972 1.2777 0.007 0.0002 -0.0495
Si 5.3719 13.5141 1.4686 -0.0296 -0.0138 -0.0464
Si 8.2031 -0.0799 1.7991 -0.0142 -0.0006 -0.004
Si 10.9272 2.7711 1.6303 0.0232 0.029 -0.0444
Si 8.1862 5.3338 1.27 -0.0202 0.0089 -0.0244
Si 10.8795 8.1993 1.3649 -0.0121 0.0149 -0.0615
Si 8.2407 10.8812 1.2573 0.0173 -0.007 -0.0587
Si 10.8508 13.6067 1.1528 0.0184 -0.0277 -0.0596
Si 13.4788 0.0794 1.2073 -0.0206 0.0074 -0.0826
Si 16.2547 2.8026 1.5346 0.0112 0.0221 -0.0607
Si 13.5751 5.4617 1.4087 0.0174 -0.0079 -0.053
Si 16.4014 8.1354 1.2428 0.0034 -0.0131 -0.0348
Si 13.635 10.7809 1.208 -0.0324 0.013 -0.0511
Si 16.221 13.5594 1.2119 0.0063 -0.017 -0.0493
Si 18.9761 -0.0157 1.3575 0.0164 0.005 -0.055
Si 21.8014 2.6894 1.4964 0.0079 -0.0048 -0.0457
Si 19.038 5.3873 1.3496 -0.0174 -0.0033 -0.0435
Si 21.7634 8.178 1.3771 0.0087 -0.0063 -0.0589
Si 19.0795 10.9562 1.3819 0.0052 0.0134 -0.0603
Si 21.7287 13.6574 1.4163 -0.0166 0.0029 -0.0565
Si 24.4583 0.0596 1.4447 0.0008 -0.004 -0.0473
Si 27.2248 2.8016 1.2332 0.0308 -0.0021 -0.0441
Si 24.4915 5.4277 1.5425 -0.0149 0.0159 -0.0419
Si 27.1839 8.2434 1.4373 0.0047 -0.0097 -0.0604
Si 24.5112 10.9104 1.2685 0.0022 -0.012 -0.0725
Si 27.2066 13.6451 1.4679 0.0079 0.0063 -0.0263
Si 29.8886 0.0795 1.2792 -0.0047 0.0242 -0.0666
Si -0.0512 2.7103 1.3561 -0.022 -0.0112 -0.0551
Si 29.9113 5.4539 1.2527 -0.0031 -0.0034 -0.0485
Si -0.0621 8.151 1.3946 0.0052 -0.0183 -0.0121
Si 29.8835 10.8378 1.3917 -0.02 0.0013 -0.0441
Si 0.0347 13.5807 1.3977 0.0185 0.0083 -0.0756
Si 1.3584 1.3241 2.6413 0.0025 -0.0188 0.0049
Si 4.1656 3.9981 2.7463 0.0152 -0.0125 0.0215
Si 1.3732 6.8041 2.7243 -0.02 -0.0001 0.011
Si 4.078 9.5221 2.6472 -0.0146 -0.0062 0.0059
Si 1.3809 12.2071 2.7467 0.0053 0.0016 0.024
Si 4.0226 14.9389 2.7669 -0.0105 0.0096 0.0337
Si 6.7718 1.345 2.9364 -0.0441 0.0008 0.0427
Si 9.5197 4.1658 2.8261 -0.027 0.009 0.0154
Si 6.7747 6.712 2.6352 0.0433 0.0198 0.017
Si 9.5463 9.5668 2.7181 -0.0278 -0.0219 0.0491
Si 6.8325 12.1541 2.6863 0.0023 -0.0088 0.0074
Si 9.6203 14.781 2.8386 0.0524 -0.0233 0.0374
Si 12.2959 1.3354 2.8309 0.0193 -0.0285 0.0323
Si 14.9044 4.1467 2.8572 -0.0256 0.014 0.0444
Si 12.2294 6.8413 2.7263 -0.0065 -0.0103 -0.0018
Si 14.9847 9.4597 2.6276 0.0086 0.0057 -0.0011
Si 12.2918 12.2636 2.5345 -0.029 -0.0036 0.0111
Si 14.87 14.9763 2.5475 0.0066 0.0264 -0.0082
Si 17.6526 1.3594 2.7314 0.0251 0.002 0.0081
Si 20.3575 4.0405 2.7623 0.0048 -0.0035 0.0394
Si 17.7235 6.8165 2.69 -0.0084 -0.0094 0.0234
Si 20.4135 9.5568 2.7116 -0.0078 -0.0144 0.0084
Si 17.6272 12.2849 2.6823 -0.0071 0.0132 0.0284
Si 20.3368 14.98 2.7773 -0.0004 0.0143 0.043
Si 23.1624 1.3887 2.8557 -0.0032 -0.004 0.032
Si 25.9165 4.0658 2.749 -0.0035 -0.0298 0.011
Si 23.0846 6.8195 2.8077 -0.0017 0.0139 0.0443
Si 25.819 9.6041 2.7672 -0.0269 0.0072 0.0227
Si 23.1253 12.2371 2.6645 0.0214 0.0107 0.0196
Si 25.7861 14.9643 2.7775 -0.0126 0.0098 0.0245
Si 28.5415 1.4232 2.6769 -0.0121 0.02 0.0249
Si 31.2504 4.1102 2.702 -0.0247 0.0056 0.0315
Si 28.5789 6.8113 2.6714 -0.003 -0.0176 0.0053
Si 31.2175 9.4748 2.7673 0.0057 0.0045 0.0345
Si 28.5999 12.2736 2.7599 0.0094 -0.014 0.0181
Si 31.2692 15.0075 2.6385 -0.019 -0.0018 0.0052
Si 0.0001 -0.0026 4.0372 -0.0011 0.0081 -0.0038
Si 2.7265 2.6604 4.0428 0.0142 0.006 0.0152
Si -0.0053 5.4457 4.0667 -0.0099 -0.012 0.0027
Si 2.7287 8.1786 4.0552 0.0108 0.0052 -0.0023
Si -0.0132 10.8538 4.0742 0.0014 0.0053 -0.0005
Si 2.6993 13.5724 4.1265 0.0143 0.0049 0.0028
Si 5.3785 -0.0462 4.1706 -0.001 -0.0167 0.0296
Si 8.1756 2.7553 4.1698 -0.0066 0.014 -0.0094
Si 5.4644 5.4149 4.0947 0.012 0.0016 0.0043
Si 8.1569 8.1239 4.0031 -0.001 -0.0094 -0.039
Si 5.4587 10.8223 4.049 -0.0132 0.0001 0.0117
Si 8.1562 13.4994 4.118 -0.0199 0.0052 0.0096
Si 10.9318 -0.0678 4.137 0.0154 0.0124 -0.0072
Si 13.613 2.7173 4.1856 -0.0075 -0.014 0.0032
Si 10.8988 5.4984 4.1391 0.0127 -0.0085 0.0175
Si 13.6226 8.1755 4.0607 0.0065 0.0079 0.0021
Si 10.9311 10.9356 4.0123 0.0057 0.0327 -0.0207
Si 13.5959 13.6035 3.9839 -0.0051 -0.012 0.0079
Si 16.2581 -0.0306 4.005 -0.0264 -0.0238 -0.0074
Si 19.0088 2.6972 4.1183 0.0061 0.0146 0.0197
Si 16.338 5.5061 4.1069 -0.0026 0.0032 -0.0053
Si 19.0529 8.181 4.0656 0.0075 -0.0126 0.0036
Si 16.3046 10.8628 4.0138 0.0104 0.0081 -0.0035
Si 18.9853 13.6018 4.0978 0.0003 -0.0059 -0.0026
Si 21.7368 0.0085 4.1247 -0.0124 -0.0078 -0.0083
Si 24.5432 2.7453 4.1473 -0.0043 0.0072 0.0036
Si 21.7163 5.4344 4.1148 0.0048 -0.0013 -0.0036
Si 24.4721 8.2 4.114 0.0095 0.0057 -0.0093
Si 21.7794 10.8969 4.0663 -0.0004 0.0157 0.0064
Si 24.4384 13.5869 4.098 -0.0004 -0.0068 0.002
Si 27.1948 0.0352 4.0624 0.0195 0.0142 -0.0252
Si 29.903 2.7476 4.0716 0.0098 -0.0014 -0.0057
Si 27.2395 5.4622 4.0773 0.0146 0.0062 0.0052
Si 29.895 8.1214 4.1161 -0.0059 0.0077 0.0142
Si 27.205 10.9311 4.1122 -0.0034 -0.0143 0.0012
Si 29.9611 13.645 4.0695 0.008 -0.008 0.0104
Si 1.3563 14.9871 21.7837 0.0073 -0.0082 0.0005
Si 4.076 1.3731 21.7976 -0.0031 0.0021 0.0053
Si 1.3833 4.0657 21.753 -0.0009 0.0205 -0.0052
Si 4.0816 6.7759 21.7634 -0.0124 0.0084 -0.0068
Si 1.3817 9.5143 21.6646 -0.0019 -0.0016 -0.0135
Si 4.0364 12.2587 21.7081 -0.0025 -0.0091 -0.0056
Si 6.8176 15.0331 21.7272 0.0099 0.0086 -0.0174
Si 9.499 1.405 21.7801 0.0054 -0.0019 -0.0004
Si 6.7991 4.0784 21.7888 0.0026 0.0011 -0.0034
Si 9.5041 6.765 21.7427 -0.0052 0.0029 -0.0098
Si 6.7862 9.5027 21.7203 0.0097 0.0001 -0.0123
Si 9.5222 12.2597 21.7273 0.001 0.001 -0.0057
Si 12.2484 14.9983 21.7371 0.0017 0.0101 -0.0104
Si 14.9472 1.3624 21.7785 0.0018 -0.0211 -0.0105
Si 12.2071 4.0705 21.8024 -0.0004 -0.0023 -0.0003
Si 14.9526 6.7782 21.7613 0.0006 0.0079 -0.0164
Si 12.2373 9.5152 21.7173 0.0023 0.0131 -0.0168
Si 14.9633 12.2346 21.708 0.0002 -0.0086 -0.0117
Si 17.6809 14.9661 21.7216 0.0095 -0.0119 -0.0234
Si 20.4289 1.3739 21.7725 0.0003 -0.0014 -0.0086
Si 17.6991 4.087 21.7873 0.0084 -0.0003 -0.0078
Si 20.4389 6.797 21.8444 -0.002 0.0095 0.0043
Si 17.6993 9.4993 21.7762 -0.0108 -0.002 -0.0092
Si 20.4141 12.2016 21.7534 -0.0112 0.0145 -0.013
Si 23.1395 14.9658 21.7838 -0.0068 -0.0034 -0.0121
Si 25.8624 1.3816 21.8469 0.0398 -0.0192 0.0188
Si 23.1693 4.1094 21.8259 0.0028 0.0182 0.0052
Si 25.8298 6.7565 21.7573 -0.01 -0.0151 -0.0028
Si 23.0826 9.4931 21.7344 -0.0021 -0.009 -0.0078
Si 25.8106 12.2703 21.7531 -0.0009 -0.0018 -0.0121
Si 28.5473 14.9925 21.7323 0.0155 -0.019 -0.01
Si -1.3648 1.3451 21.8035 -0.0022 -0.0038 0.0124
Si 28.5568 4.0236 21.7807 -0.0316 -0.0046 -0.003
Si -1.3693 6.7609 21.6912 -0.0063 0.0004 -0.0204
Si 28.5218 9.4879 21.7013 -0.0068 -0.0044 -0.0204
Si -1.3181 12.2749 21.6769 0.0045 0.0036 -0.0128
Si 2.6918 0.0421 23.1735 0.0011 -0.0061 0.0133
Si 5.4514 2.7185 23.1708 0.0037 0.01 -0.015
Si 2.7594 5.3815 23.1425 -0.0042 -0.014 0.0193
Si 5.4213 8.1683 23.1045 0.0023 -0.0103 -0.0074
Si 2.6744 10.8853 23.064 -0.0113 0.0061 0.0102
Si 5.4029 13.6753 22.9822 -0.0051 0.0129 -0.0164
Si 8.1394 0.0721 23.1576 -0.0207 0.0012 -0.0145
Si 10.8357 2.7305 23.1962 -0.0034 -0.0031 0.0157
Si 8.1476 5.4444 23.1543 0.0138 -0.0017 0.0064
Si 10.9046 8.1088 23.0522 -0.0003 -0.0106 -0.0234
Si 8.1656 10.8599 23.0424 -0.0128 0.006 0.0142
Si 10.8663 13.6623 23.068 0.0033 -0.0129 -0.0021
Si 13.583 0.0123 23.1533 0.0021 0.0169 0.0076
Si 16.3131 2.7315 23.1198 -0.0016 -0.0052 0.0004
Si 13.5671 5.4503 23.1387 -0.0041 0.0219 -0.017
Si 16.3346 8.1154 23.1073 0.011 -0.0078 -0.0073
Si 13.5906 10.8899 23.0556 -0.0081 -0.0101 0.0102
Si 16.3103 13.6045 23.0525 -0.0038 0.0317 -0.0107
Si 19.0303 0.0097 23.077 -0.0033 0.0024 0.0117
Si 21.8321 2.7033 23.1393 -0.0052 -0.0177 -0.03
Si 19.0733 5.4116 23.1816 -0.0049 0.0103 0.008
Si 21.809 8.1724 23.2207 0.0066 -0.0067 0.0028
Si 19.0818 10.837 23.1429 0.03 -0.0076 0.0098
Si 21.7789 13.5653 23.0952 -0.0138 -0.0026 -0.0187
Si 24.5064 -0.0204 23.1833 -0.0278 -0.0335 -0.0032
Si 27.2144 2.742 23.2561 0.0052 0.0316 0.0446
Si 24.5098 5.475 23.2413 0.0132 0.0222 0.0118
Si 27.1846 8.1071 23.0872 0.0188 0.0219 0.0114
Si 24.4077 10.8869 23.0459 -0.0136 0.0196 -0.0103
Si 27.1533 13.6831 23.0868 -0.0283 0.0122 0.0128
Si 29.9079 -0.0438 23.1545 -0.0111 -0.0218 -0.0018
Si 0.017 2.737 23.1253 -0.0005 -0.0339 -0.0105
Si 29.9332 5.4012 23.0749 0.0396 0.0215 -0.016
Si 0.0492 8.1052 22.9672 0.0041 0.0005 -0.0052
Si 29.9375 10.8843 22.9238 0.0187 0.0119 -0.0111
Si -0.003 13.6094 23.1262 -0.0207 -0.0073 -0.0024
Si 1.3263 1.4214 24.5639 0.0158 0 0.0008
Si 4.1236 4.0447 24.5799 -0.0372 0.0101 -0.0242
Si 1.3724 6.7836 24.4023 -0.0271 -0.0007 -0.0494
Si 4.0453 9.5575 24.4166 0.0096 -0.0207 -0.0182
Si 1.3127 12.1997 24.4698 0.0007 -0.0076 -0.0225
Si 4.093 -1.3574 24.4498 -0.0021 0.0104 -0.0176
Si 6.7766 1.39 24.5957 0.0131 -0.0067 0.0008
Si 9.4742 4.1098 24.5847 0.0142 -0.0205 -0.037
Si 6.7728 6.8229 24.4855 -0.0025 -0.0009 -0.0073
Si 9.5642 9.4716 24.36 -0.0186 0.0066 -0.0248
Si 6.7485 12.2919 24.2529 0.0096 -0.0065 -0.0477
Si 9.5306 -1.2908 24.4563 0.0397 0.0174 -0.0123
Si 12.1927 1.3406 24.5502 -0.0276 -0.0068 -0.0388
Si 14.9293 4.0874 24.4653 0.019 -0.0279 0.0035
Si 12.1931 6.7875 24.5238 -0.0123 0.012 -0.0022
Si 14.9021 9.4612 24.3882 -0.0065 -0.03 -0.0486
Si 12.2587 12.3196 24.3767 0.0298 0.0079 -0.0317
Si 14.9854 -1.3729 24.4565 -0.0001 -0.0177 -0.0299
Si 17.6803 1.3636 24.454 0.0069 -0.0041 -0.0407
Si 20.5001 4.0398 24.504 0.005 0.0233 -0.0173
Si 17.6965 6.7871 24.5207 -0.0172 0.0126 -0.0388
Si 20.4366 9.5147 24.5916 -0.0166 0.0057 -0.0273
Si 17.6599 12.2315 24.3771 -0.0187 0.008 -0.027
Si 20.394 -1.3819 24.3802 0.0136 -0.0136 -0.0489
Si 23.1849 1.3671 24.5442 -0.0132 0.0252 0.0043
Si 25.8642 4.1533 24.6668 0.0112 -0.0151 -0.0358
Si 23.2128 6.8921 24.6562 0.0314 0.0146 0.0061
Si 25.7618 9.5104 24.3335 -0.0398 -0.0224 -0.0266
Si 23.0957 12.1979 24.4962 0.0069 -0.0108 -0.0224
Si 25.8188 -1.3669 24.6128 0.0221 -0.0316 -0.0002
Si 28.5903 1.3032 24.5597 -0.0158 -0.0073 -0.0289
Si -1.3127 4.1198 24.4735 0.013 0.0195 0.0009
Si 28.5472 6.7037 24.4236 -0.0212 -0.0165 -0.0162
Si -1.3501 9.478 24.1989 0.0035 0.0054 -0.0552
Si 28.6192 12.2948 24.2303 0.0439 -0.0082 -0.0421
Si -1.3675 -1.3956 24.537 -0.0174 0.0114 -0.0215
Si -0.061 0.031 25.8984 -0.0136 0.0419 0.0497
Si 2.7412 2.7199 25.9988 -0.004 -0.0039 0.0231
Si 0.05 5.4694 25.8579 0.0052 -0.0113 0.0558
Si 2.7028 8.1739 25.7452 0.0129 -0.0118 0.0573
Si -0.14 10.7762 25.6799 -0.0071 0.0146 0.0899
Si 2.7461 13.5398 25.7646 0.0207 -0.0218 0.0305
Si 5.4008 -0.0033 25.9186 -0.0224 -0.0025 0.0615
Si 8.0912 2.7715 26.0014 -0.0079 0.019 0.0635
Si 5.4571 5.4776 25.9282 0.0028 0.0086 0.0529
Si 8.1858 8.1928 25.7697 0.013 0.0026 0.033
Si 5.4025 11.0025 25.6518 -0.021 0.0021 0.059
Si 8.0915 13.6289 25.6043 -0.0229 0.0068 0.0541
Si 10.8282 -0.0335 25.9773 0.0104 0.0312 0.0417
Si 13.5613 2.7844 25.8437 -0.0036 -0.009 0.0561
Si 10.8467 5.4892 25.9656 -0.0099 0.0011 0.0806
Si 13.5518 8.1505 25.8565 0.003 0.0023 0.0558
Si 10.9326 10.8804 25.6251 0.0141 -0.0169 0.0339
Si 13.6107 13.614 25.8224 -0.0091 0.0045 0.0392
Si 16.3001 0.0265 25.818 0.0076 -0.0004 0.0414
Si 19.1468 2.6118 25.806 0.0136 -0.0518 0.0381
Si 16.2847 5.3933 25.8383 0.0177 0.0144 0.0473
Si 19.0912 8.1274 25.9296 0.0212 -0.0039 0.0384
Si 16.2828 10.8532 25.6439 -0.0081 0.0212 0.0461
Si 18.9548 13.6294 25.7087 -0.0017 0.0243 0.051
Si 21.801 -0.0837 25.7549 -0.018 0.005 0.048
Si 24.5128 2.703 25.9998 0.0289 0.0071 0.0658
Si 21.8299 5.4326 25.9018 0.011 0.0108 0.0426
Si 24.5972 8.3637 26.0231 -0.012 -0.0171 0.0725
Si 21.723 10.9516 25.9683 -0.0148 0.0012 0.0608
Si 24.5011 13.4175 25.9247 0.0191 0.0243 0.042
Si 27.1815 0.0319 26.0099 0.0044 0.0369 0.0046
Si 30.0149 2.7239 25.8004 -0.0286 -0.0074 0.0585
Si 27.2726 5.544 26.0486 -0.024 -0.0328 -0.0054
Si 29.9987 8.1065 25.5465 0.0444 -0.0218 0.025
Si 27.2641 10.8626 25.4106 -0.0153 -0.014 0.0445
Si 29.8727 13.4945 25.8033 0.041 0.0102 0.0783
Si 1.5407 -1.2498 26.9979 -0.1042 -0.0086 -0.6138
Si 3.7586 0.9945 27.3147 0.2231 0.2323 -0.6703
Si 1.7181 4.4826 27.2171 -0.1776 -0.2692 -0.8166
Si 3.9071 6.7419 27.1546 0.1847 0.1618 -0.7346
Si 1.0225 9.2271 26.964 0.0383 0.0766 -0.7293
Si 4.3266 12.4713 27.1572 -0.2244 -0.1861 -0.7327
Si 6.5881 14.6618 27.0618 0.1138 0.1687 -0.7345
Si 9.7257 1.6409 27.2454 -0.1655 -0.2689 -0.7085
Si 6.9954 4.3976 27.3742 -0.2374 -0.2754 -0.6849
Si 9.2259 6.6736 27.2284 0.2714 0.1451 -0.7301
Si 7.062 9.9296 26.8291 0.004 -0.1869 -0.7516
Si 9.3175 12.066 26.7677 0.1163 0.0946 -0.6754
Si 12.518 -1.1473 27.2271 -0.3009 -0.2724 -0.6236
Si 14.6966 1.1801 27.0811 0.2052 0.1553 -0.6988
Si 12.007 3.8727 27.2477 0.191 0.2667 -0.6729
Si 15.1558 7.0094 27.1524 -0.3152 -0.32 -0.5856
Si 12.4677 9.8493 27.0651 -0.0959 -0.1451 -0.6771
Si 14.7799 11.9656 27.0167 0.047 0.2057 -0.6938
Si 17.8638 -1.1554 27.0903 -0.2592 -0.1112 -0.7138
Si 20.2071 0.9298 27.1187 0.1268 0.3059 -0.7854
Si 17.9318 4.1839 26.9885 -0.2296 -0.1537 -0.6889
Si 20.1579 6.4297 27.2086 0.2621 0.3697 -0.689
Si 17.3821 9.3213 26.9862 0.334 0.1487 -0.6446
Si 20.446 12.5874 27.1314 -0.1035 -0.393 -0.6643
Si 22.8644 14.6308 27.0865 0.3001 0.1716 -0.7127
Si 26.1249 1.6708 27.4196 -0.2253 -0.2551 -0.6438
Si 23.2128 4.149 27.3162 -0.0837 -0.0909 -0.7239
Si 26.3776 7.4064 27.3089 -0.1921 -0.1746 -0.674
Si 23.1023 9.6846 27.4088 0.2468 0.2051 -0.6947
Si 26.2884 12.2014 27.0001 -0.4588 -0.1684 -0.5786
Si 28.2829 14.6175 27.1138 0.3348 0.2915 -0.6936
Si -1.341 1.4533 27.3326 0.1557 0.0168 -0.7365
Si 28.4672 3.8077 27.1575 -0.0146 0.2545 -0.6571
Si -1.1974 7.0656 27.0419 -0.0395 -0.191 -0.6764
Si 28.5876 9.4935 26.6983 0.0439 -0.0308 -0.5697
Si 30.7543 11.6544 26.9933 0.018 0.1115 -0.7658
Si 2.288 -1.8999 35.915 0.1507 -0.0979 0.1963
Si 3.4782 12.0776 30.178 0.0405 0.0094 -0.131
Si 5.604 8.4687 29.1792 -0.0895 -0.1191 -0.0848
Si 6.2681 10.2003 35.5138 0.0407 0.0261 0.1172
Si 5.568 8.3058 33.4719 0.0442 0.0283 -0.0416
Si 21.8462 2.2439 29.4221 0.0672 -0.0008 -0.1014
Si 5.4183 10.3862 31.5154 0.078 0.0196 -0.0802
Si 17.881 3.4756 36.1023 -0.0355 0.057 -0.0472
Si 11.1204 9.8405 29.85 0.023 0.1313 -0.1024
Si 0.6756 2.74 29.5164 -0.0449 0.0081 -0.092
Si 14.1082 12.825 35.7475 0.0133 -0.0398 0.2419
Si 11.4538 0.9328 34.0243 -0.0594 -0.0288 -0.0027
Si 11.9876 4.612 30.2101 0.0063 0.0643 -0.1558
Si 17.2213 1.2312 32.0492 -0.0444 0.1365 0.0688
Si 16.1687 7.4668 35.8614 0.0688 0.0613 0.0548
Si 17.5847 -0.6735 34.3499 -0.0189 -0.0346 0.0896
Si 17.3954 9.4877 29.9663 0.055 0.0058 -0.0813
Si 14.0432 5.5818 32.3145 0.0376 0.1105 0.0368
Si 20.3519 9.5752 31.0263 -0.1159 0.0416 -0.1267
Si 26.912 9.0491 31.8552 0.033 0.1503 -0.1127
Si 24.8486 13.1678 33.94 -0.0144 -0.1297 -0.0741
Si 21.5045 14.2906 31.8908 -0.0579 -0.032 0.1371
Si 12.3445 -1.0564 36.0606 0.0778 0.0399 0.0259
Si 23.7837 11.2431 30.1515 -0.006 -0.0751 -0.1194
Si 20.2304 4.1913 34.2751 0.0477 -0.0009 0.0043
Si -1.4334 1.6922 35.8749 0.0204 0.097 0.0105
Si -1.9897 -0.905 34.1745 0.0272 0.0244 -0.0449
Si 19.5581 2.8717 31.4556 -0.0735 0.0107 -0.0979
Si 24.5817 6.0969 29.3086 -0.0142 -0.0579 -0.1106
Si 24.7347 1.4504 30.2961 0.0479 0.0298 -0.1033
Si 25.7144 -1.1894 31.5521 0.0418 0.0022 -0.0315
Si -0.3941 4.8029 31.3199 0.0236 0.0564 -0.0046
Si 29.9078 -0.402 29.2058 -0.0243 0.0548 -0.0074
Si 0.0528 14.4167 29.5453 -0.061 -0.083 -0.0272
Si 26.7351 11.2697 29.9367 0.0544 0.0077 -0.1558
Si -0.9293 11.7454 29.9184 0.0758 0.017 -0.0242
Si 13.3877 14.5277 29.9834 -0.1211 -0.0066 -0.1193
Si 10.0807 7.1564 30.1857 -0.0744 -0.0176 -0.1505
Si 9.6573 0.6496 30.1425 -0.0355 0.022 -0.0469
Si 2.5441 8.2192 36.7375 0.0161 0.0697 0.0501
Si 1.0307 7.41 31.4531 0.0161 -0.0766 -0.0566
Si 29.8816 5.4719 29.2934 0.0584 0.0471 -0.0976
Si 8.6756 -0.3705 34.1207 0.1159 -0.0161 0.1585
Si 10.0358 3.6573 34.4642 0.1431 -0.0414 -0.0234
Si 27.3404 5.0076 33.732 0.0453 0.1232 -0.0051
Si 4.4912 12.4389 36.2627 -0.1141 0.0051 0.0091
Si 12.4383 10.1571 35.5149 0.0089 -0.0737 0.1025
Si 9.6957 13.893 35.8394 -0.0888 -0.1641 0.0978
Si 12.5633 0.8082 31.1151 0.0278 -0.0391 0.0151
Si 20.5995 -0.7115 34.4265 -0.0213 -0.1173 -0.0364
Si 2.9369 7.0975 33.9699 -0.0039 -0.0034 0.0841
Si 17.2104 4.1584 29.852 -0.0488 -0.1099 -0.0527
Si 12.0929 12.2242 31.2202 -0.0276 0.0253 -0.0629
Si 0.2481 6.1199 36.7755 -0.0682 -0.0083 -0.0035
Si 16.0704 13.7603 29.1929 0.0348 -0.0404 -0.1418
Si 15.2049 2.0034 30.0575 -0.0583 0.0299 0.0199
Si 18.1965 6.3377 33.8406 -0.1752 0.0052 -0.0693
Si 21.8301 7.6405 29.2516 -0.0011 -0.0238 -0.0778
Si 17.5462 10.1354 35.8074 -0.0055 -0.0738 0.0654
Si 19.9898 12.3268 30.1586 0.0117 0.0958 -0.0336
Si 17.1323 12.0262 31.3871 -0.033 0.0971 -0.0677
Si 24.136 10.1843 32.8298 -0.0167 0.0644 0.0966
Si 22.0429 13.1254 34.5034 -0.0998 0.0646 0.0225
Si -1.7832 8.1429 32.5644 -0.0296 -0.0805 0.1171
Si 23.318 4.7306 34.2116 -0.007 0.0389 0.1155
Si 24.9637 4.2223 31.7887 -0.136 -0.0241 -0.0326
Si 28.8912 -0.9106 31.8064 -0.0628 -0.0053 0.0155
Si 6.6617 14.3865 32.4898 -0.048 -0.0571 0.0416
Si 28.4242 6.6484 31.4841 0.0141 -0.0166 0.0621
Si 7.2521 6.9783 31.2182 -0.0334 0.0242 0.0348
Si 3.3923 1.2775 30.211 0.0694 0.0755 -0.1252
Si 1.4215 9.8942 29.8278 -0.0445 0.0275 -0.0536
Si 23.6444 14.2429 29.9078 0.0039 -0.1224 -0.0578
Si 28.083 9.8761 35.9911 -0.0495 -0.108 0.1394
Si 1.1668 1.9851 34.6412 0.0233 0.0331 -0.0017
Si 0.856 -0.9925 33.622 -0.0749 0.0469 -0.069
Si 5.0767 2.7486 32.4156 0.061 -0.0052 0.0336
Si 29.2368 10.3382 33.4629 -0.0356 0.086 -0.1054
Si 16.7373 0.6918 36.7788 -0.087 0.0525 0.1016
Si 6.4712 1.3005 34.8966 0.0324 0.1509 -0.0887
Si 26.8669 12.3463 36.0234 -0.0267 0.1111 0.0378
Si 3.2186 4.0872 34.2513 -0.0188 -0.0468 0.0051
Si 9.698 12.3701 29.5805 0.0442 -0.0276 -0.0553
Si 9.6031 3.2309 31.393 -0.0114 -0.025 0.076
Si 7.7708 -1.7438 29.8859 0.0246 0.0149 -0.1451
Si 13.3369 7.3151 34.6849 -0.0357 0.0044 -0.0496
Si 7.9594 3.0426 36.6304 0.0589 -0.1493 0.1732
Si 2.3749 -1.385 31.0621 -0.0442 0.0233 -0.0076
Si 29.1484 12.4259 31.3798 -0.0488 -0.0178 -0.0215
Si 11.2478 5.766 36.3852 -0.1214 0.0061 0.067
Si 6.9331 4.149 30.4357 -0.0669 0.0164 -0.1393
Si 16.7292 12.6989 34.3941 0.0556 -0.0304 0.0296
Si 4.997 -1.3476 34.8502 -0.1346 -0.0936 -0.029
Si 19.4555 8.8585 33.7373 -0.1008 -0.0818 -0.0217
Si 15.766 6.7813 30.0124 -0.1794 -0.1336 -0.061
Si 21.7666 11.1523 36.7288 0.0821 0.0353 0.1243
Si 21.0745 8.3183 36.1961 0.0534 -0.0428 0.0485
Si 22.1674 0.7438 36.5845 -0.0129 -0.0618 0.1836
Si 7.7138 11.42 33.0067 -0.0042 -0.0954 0.0154
Si -1.2269 5.7155 34.2311 -0.0421 -0.0184 -0.0683
Si 16.3846 4.0144 33.5018 0.0879 -0.0236 -0.0247
Si 29.1895 3.9632 35.7031 0.0433 0.0522 0.1445
Si 29.6885 13.7504 36.5154 0.0345 0.0973 0.1354
Si 10.6167 11.7572 33.7514 -0.0431 -0.0504 -0.043
Si 24.327 3.043 36.5649 0.1008 0.0009 0.0256
Si 3.1493 2.5399 36.7585 -0.056 0.0286 -0.0301
Si 23.656 7.8727 34.8101 -0.0657 -0.0922 -0.095
Si 26.4896 7.2938 35.8162 -0.043 -0.088 0.1031
Si 1.3284 14.9515 5.4426 -0.002 -0.0008 0.0025
Si 4.0354 1.3371 5.4858 -0.0042 -0.0067 0.0148
Si 1.3669 4.0587 5.3937 0.004 0.0015 0.0063
Si 4.0819 6.7956 5.4136 0.0032 -0.0004 0.0037
Si 1.3624 9.5134 5.4341 -0.0078 -0.0027 -0.0012
Si 4.1072 12.2087 5.4241 0.0202 0.0011 0.0025
Si 6.8024 14.9094 5.4502 -0.0027 0.0136 0.0171
Si 9.5439 1.3329 5.4524 -0.0097 -0.0154 0.0129
Si 6.8069 4.0975 5.5043 0.0041 0.0046 0.0071
Si 9.514 6.8413 5.4533 -0.02 0.0079 -0.0008
Si 6.8032 9.4598 5.4101 0.0148 -0.0075 0.0024
Si 9.5478 12.188 5.4586 0.01 -0.0026 -0.0048
Si 12.2896 14.9121 5.4641 -0.0016 -0.0013 0.0133
Si 14.9853 1.3317 5.4652 0.0033 -0.006 0.0056
Si 12.2279 4.0898 5.4835 0.0046 -0.0015 0.015
Si 14.9636 6.8352 5.4582 0.002 -0.0108 0.012
Si 12.2613 9.5573 5.3975 -0.0004 0.0153 0.0012
Si 14.9505 12.2387 5.3703 0.0012 0.0124 0.0055
Si 17.6256 14.9698 5.4236 0.0062 0.0141 0.0069
Si 20.3841 1.3658 5.4775 0.0029 -0.0113 0.0127
Si 17.6678 4.0948 5.4525 -0.0044 0.0016 0.0027
Si 20.3818 6.8164 5.4575 -0.0028 -0.0081 0.0115
Si 17.6715 9.5334 5.4103 -0.011 -0.002 0.0006
Si 20.3855 12.2417 5.422 -0.0006 -0.0035 0.0057
Si 23.0904 14.9486 5.4624 -0.0039 0.0062 0.0041
Si 25.8647 1.3589 5.4833 0.0009 -0.0064 0.0072
Si 23.1258 4.0998 5.4552 -0.0028 0.0015 0.0026
Si 25.8511 6.8165 5.4319 -0.0043 -0.0047 0.0044
Si 23.1133 9.5486 5.4646 -0.0006 -0.003 0.008
Si 25.8303 12.2662 5.4641 -0.0053 0.0026 0.0081
Si 28.5682 14.9896 5.4158 -0.0103 0.0077 0.0013
Si 31.2833 1.3691 5.4033 -0.0075 -0.0021 0.0028
Si 28.5697 4.097 5.4571 0 0.0038 -0.0024
Si 31.2843 6.7849 5.4553 0.0082 -0.001 0.0099
Si 28.5416 9.5199 5.4459 -0.0009 -0.0061 0.0118
Si 31.2914 12.2493 5.4274 0.0072 0.0037 0.0073
Si 2.6841 -0.0227 6.8259 -0.001 0.0048 0.0066
Si 5.4239 2.7132 6.8138 -0.0063 0 -0.0035
Si 2.7181 5.4272 6.7675 -0.0103 0.0029 -0.0028
Si 5.4411 8.1357 6.7964 0.0023 0.0008 -0.0113
Si 2.729 10.8701 6.7902 0.0036 -0.0055 -0.0067
Si 5.4479 13.56 6.8106 0.0029 0.0001 0.0005
Si 8.1608 -0.0213 6.7945 -0.0109 0.0003 0.0007
Si 10.8814 2.7063 6.8254 -0.0002 0.0081 -0.0102
Si 8.1749 5.4645 6.8304 0.0025 -0.0033 -0.0024
Si 10.8953 8.1996 6.7825 -0.0124 0.0026 -0.0057
Si 8.1699 10.8221 6.7872 0.0071 -0.0079 -0.0053
Si 10.89 13.5775 6.809 -0.0104 0.0148 -0.0004
Si 13.6243 -0.0256 6.8228 0.0097 -0.0127 -0.0032
Si 16.3288 2.7167 6.8148 0.0063 -0.0098 -0.0013
Si 13.6104 5.4519 6.8119 0.0036 -0.0017 -0.0016
Si 16.3253 8.1881 6.806 -0.0042 0.0066 -0.0032
Si 13.607 10.901 6.778 0.001 0.0016 -0.007
Si 16.2952 13.5875 6.7776 -0.0002 -0.0042 -0.0039
Si 19.0051 -0.003 6.8003 -0.0043 0.0035 -0.0022
Si 21.7643 2.7294 6.8124 0.002 -0.002 -0.0071
Si 19.0306 5.4489 6.8151 -0.0027 0.0118 -0.0064
Si 21.7525 8.1742 6.8094 -0.0004 -0.0004 0.0042
Si 19.0349 10.8779 6.7864 0.0063 -0.0036 -0.0031
Si 21.7315 13.5929 6.8121 0.002 0.0042 -0.004
Si 24.4749 -0.0077 6.8072 0.0012 -0.0014 -0.0061
Si 27.2136 2.7349 6.8229 -0.0009 0.0002 0.0005
Si 24.4854 5.4629 6.8037 -0.0008 0.0031 -0.0013
Si 27.1939 8.1655 6.8146 0.0008 0.0078 -0.0047
Si 24.4775 10.898 6.8224 0.0015 0.0002 -0.0019
Si 27.2063 13.6314 6.7937 -0.0059 0.0011 -0.0018
Si 29.9287 0.0154 6.7852 0.0017 -0.0007 -0.0041
Si 0.0056 2.7151 6.7769 0.0025 -0.0002 -0.0078
Si 29.9293 5.4377 6.8224 0.0037 -0.0029 0.0035
Si 0.005 8.1563 6.7978 -0.0038 -0.0013 0.0078
Si 29.9195 10.8865 6.7835 0.003 -0.0009 -0.0046
Si -0.0092 13.5944 6.8122 0.0028 -0.0023 0.003
Si 1.3404 1.3572 8.1677 -0.0047 -0.0151 -0.0038
Si 4.0685 4.0811 8.1588 0.0024 0.0033 -0.0045
Si 1.3652 6.7874 8.1449 -0.0035 -0.0032 -0.0024
Si 4.0836 9.507 8.1515 0.0049 -0.0008 -0.0023
Si 1.3683 12.2336 8.1537 0.0075 0.013 -0.004
Si 4.0772 14.9358 8.155 -0.0007 0.0019 -0.0043
Si 6.7981 1.3459 8.1523 0.0025 -0.0086 0.0023
Si 9.5243 4.0784 8.1734 -0.0115 -0.0053 -0.0015
Si 6.7993 6.8017 8.1807 0.0036 0.0007 0.0049
Si 9.5308 9.5095 8.1756 -0.0039 0.0032 0.0031
Si 6.8184 12.2031 8.1519 -0.0056 0.0051 -0.0041
Si 9.5271 14.9483 8.1571 0.0118 0.0058 0.0032
Si 12.2535 1.346 8.168 -0.0013 -0.0027 0.0028
Si 14.9613 4.0786 8.1662 -0.0059 -0.0056 -0.002
Si 12.242 6.8196 8.1502 0.0033 -0.003 -0.0091
Si 14.9602 9.5434 8.1553 0.0109 0.0105 -0.0006
Si 12.249 12.2313 8.1699 -0.0036 -0.007 -0.0041
Si 14.971 14.9396 8.1805 -0.0037 0.011 0
Si 17.682 1.3639 8.1796 0.0104 0.0134 -0.0009
Si 20.4019 4.0904 8.1675 0.0071 0.0086 -0.0011
Si 17.6718 6.8113 8.1678 -0.005 -0.0108 -0.0032
Si 20.3883 9.5261 8.1656 -0.009 -0.0023 -0.0053
Si 17.672 12.2416 8.1434 -0.0001 0.0031 -0.0034
Si 20.3737 14.9602 8.1608 -0.0074 -0.011 -0.0015
Si 23.1176 1.3592 8.1651 -0.0039 -0.0011 -0.0021
Si 25.8363 4.0915 8.166 0.0015 -0.004 -0.0027
Si 23.1205 6.8157 8.1646 0.0067 0.0059 -0.0007
Si 25.8343 9.5261 8.1715 -0.0078 -0.0055 0.0009
Si 23.1064 12.2482 8.1737 -0.0028 -0.0052 -0.0031
Si 25.8411 14.9671 8.169 -0.0004 0.0039 -0.0009
Si 28.5746 1.3662 8.1653 0.0026 0.01 -0.0025
Si 31.293 4.0692 8.159 -0.0032 0.0094 -0.0002
Si 28.5611 6.8047 8.1674 -0.0003 -0.0027 -0.0065
Si 31.2804 9.5246 8.1486 0.0097 0.007 -0.009
Si 28.5578 12.2483 8.1459 -0.0032 -0.0048 -0.0078
Si 31.2688 14.9625 8.1575 -0.0006 -0.0036 -0.0017
Si -0.0131 -0.0038 9.5241 -0.005 0.0118 0.0076
Si 2.7118 2.7175 9.5162 -0.0068 0.0058 0.0016
Si 0.0054 5.4376 9.514 0.0045 -0.008 0.0044
Si 2.721 8.1497 9.5099 0.0021 -0.0067 0.0026
Si 0.0021 10.8773 9.512 -0.0016 -0.0038 0.0011
Si 2.7207 13.5882 9.5226 0.0025 -0.0053 0.0023
Si 5.4381 -0.0148 9.5091 -0.0055 0.0053 0.0019
Si 8.1558 2.712 9.5162 -0.0098 0.0091 0.0046
Si 5.4337 5.434 9.523 0.0034 0.0035 0.0006
Si 8.1667 8.1558 9.534 0.0037 -0.0042 0.0016
Si 5.4448 10.8642 9.5162 0.0106 -0.0056 -0.0005
Si 8.1667 13.5822 9.5109 0.0055 -0.0038 -0.0018
Si 10.8834 -0.0095 9.5216 -0.0053 0.0026 -0.0004
Si 13.6055 2.716 9.5262 0.007 -0.0014 0.0007
Si 10.8909 5.4474 9.5171 0.0004 -0.0027 -0.0045
Si 13.6046 8.1716 9.5148 -0.005 0.0068 -0.0051
Si 10.8865 10.876 9.5291 -0.0039 0.006 0.0004
Si 13.6018 13.5919 9.5361 -0.0043 0.0005 -0.0021
Si 16.3245 -0.0046 9.5318 0.0062 -0.0097 0.0045
Si 19.0467 2.725 9.529 0.0007 -0.0115 0.0001
Si 16.3194 5.4419 9.5249 0.0031 -0.0004 -0.0004
Si 19.0358 8.1636 9.5286 0.0031 0.0002 0.0003
Si 16.3212 10.8892 9.522 -0.0052 -0.0006 -0.0001
Si 19.0254 13.597 9.5212 0.0029 0.0042 0.0017
Si 21.7483 -0.0009 9.516 -0.0033 0.0032 -0.0029
Si 24.4776 2.7235 9.5216 0.0005 0.0035 -0.0017
Si 21.7626 5.4492 9.5232 0.0005 -0.0009 0.0011
Si 24.4761 8.1687 9.5309 -0.0014 0.0044 0.0056
Si 21.7506 10.8826 9.5287 0.0027 0.0018 0.001
Si 24.4762 13.6058 9.5247 0.0005 -0.0015 -0.0009
Si 27.2029 0.0088 9.5211 -0.0023 -0.0001 0.0007
Si 29.9292 2.7211 9.5262 0.0103 -0.0128 0.0009
Si 27.1987 5.446 9.5263 0.0005 0.0054 -0.0005
Si 29.9222 8.1681 9.5173 -0.0025 0.0013 -0.0009
Si 27.2011 10.8899 9.516 -0.0025 -0.0011 -0.0016
Si 29.913 13.6006 9.5165 -0.0012 0.0069 0.001
Si 1.3575 14.9551 10.8739 0.0029 -0.0001 -0.0033
Si 4.0791 1.3528 10.8662 0.0043 -0.001 -0.0003
Si 1.359 4.0791 10.8786 -0.0031 0.0004 0.001
Si 4.0785 6.7983 10.8801 0.0028 -0.0005 -0.0011
Si 1.3595 9.5124 10.871 0.0003 0.0007 -0.0034
Si 4.0843 12.2282 10.8761 0.0016 0.0084 -0.0051
Si 6.8024 14.9472 10.8671 -0.0013 -0.0012 -0.0053
Si 9.5213 1.3556 10.8751 0.0047 0.0007 -0.0014
Si 6.7974 4.0724 10.8767 -0.0041 -0.0072 0.0041
Si 9.5279 6.7942 10.8859 -0.0132 -0.003 0.0023
Si 6.805 9.5182 10.886 0.0042 0.0002 0.0016
Si 9.527 12.2384 10.8836 0.009 0.0005 0.0015
Si 12.2416 14.9565 10.8888 0.003 0 0.0009
Si 14.9645 1.3577 10.8883 -0.0024 -0.0017 -0.0009
Si 12.2469 4.0838 10.8789 0.002 -0.0023 -0.0019
Si 14.9596 6.8056 10.8787 -0.0045 -0.007 -0.0044
Si 12.2462 9.5182 10.8871 -0.0076 0.0003 -0.0043
Si 14.9642 12.2381 10.8943 0.0032 0.0056 -0.003
Si 17.6813 14.9587 10.8931 0.0026 0.0062 0.0014
Si 20.4009 1.3603 10.8862 0.0053 0.0081 0.003
Si 17.6821 4.0825 10.8847 0.005 0.0072 -0.001
Si 20.3993 6.8029 10.8849 0.0012 0.0029 0.0007
Si 17.6766 9.525 10.8847 -0.0015 0.0035 -0.0024
Si 20.3919 12.2443 10.8851 -0.0064 -0.0038 -0.0025
Si 23.1131 14.9652 10.88 -0.0001 -0.0024 -0.0023
Si 25.8396 1.3657 10.8808 0.0042 0.0025 0.0003
Si 23.1182 4.0832 10.8819 -0.0011 0.0003 0.0014
Si 25.8382 6.8055 10.8853 -0.0054 0 -0.0005
Si 23.1133 9.5244 10.8884 -0.0032 -0.0046 0.0025
Si 25.8358 12.2416 10.8799 -0.0021 -0.0043 -0.0004
Si 28.5546 14.9592 10.8794 -0.0016 -0.0054 -0.0001
Si 31.2765 1.3568 10.8876 -0.0047 -0.004 0.0036
Si 28.5614 4.0823 10.8794 0.0007 0.0001 -0.0044
Si 31.2814 6.8007 10.8717 0.0019 0.0013 -0.0038
Si 28.5595 9.5265 10.8763 0.0018 0.0022 -0.0043
Si 31.2794 12.2388 10.8714 0.0036 0.0007 -0.0021
Si 2.7197 -0.0031 12.2291 -0.0053 0.0012 -0.0004
Si 5.4367 2.7117 12.2313 -0.0006 0.0011 0.0008
Si 2.7181 5.4383 12.2374 0.0015 -0.0028 -0.0011
Si 5.4412 8.1579 12.2382 0.0049 -0.0012 -0.0024
Si 2.719 10.8724 12.2333 0.003 -0.0052 -0.0014
Si 5.4424 13.5941 12.2326 -0.0008 -0.0036 0.0016
Si 8.1597 -0.0083 12.2297 -0.0035 -0.0021 -0.0001
Si 10.8826 2.7203 12.2321 -0.0062 0.0062 0.0033
Si 8.1611 5.4336 12.2354 0.0077 -0.0021 0.0009
Si 10.887 8.1572 12.2452 0.0089 0.0017 -0.0049
Si 8.1659 10.8804 12.2422 -0.002 0.0058 -0.0041
Si 10.8829 13.5967 12.2475 -0.0102 0.0021 -0.0022
Si 13.6027 -0.0009 12.2461 -0.0014 0.001 -0.0014
Si 16.3267 2.7192 12.2464 0.0007 -0.0029 -0.0033
Si 13.6063 5.4419 12.242 0.0001 0.0013 -0.0014
Si 16.3198 8.1606 12.2434 0.002 0.0013 -0.0026
Si 13.603 10.8768 12.2505 0.0009 -0.0058 -0.0033
Si 16.3215 13.6007 12.2525 -0.0047 0.0022 -0.0006
Si 19.0431 0.0012 12.2495 0.0003 -0.0077 -0.0003
Si 21.7605 2.7212 12.2432 -0.0008 -0.0045 0.0028
Si 19.0422 5.4395 12.2453 0 -0.0041 0.001
Si 21.7581 8.1599 12.2463 0.0004 0.0035 0.0015
Si 19.0372 10.8821 12.2464 0.0028 -0.0018 0.0004
Si 21.7565 13.6046 12.2434 0.0006 0.0002 -0.0014
Si 24.4761 0.0042 12.2385 -0.0041 0.0024 -0.0018
Si 27.1999 2.7232 12.2397 0.0008 0.0002 0.0021
Si 24.4789 5.4415 12.2415 0.003 0.002 0.0026
Si 27.1993 8.1676 12.2397 0.002 0.0029 0.0022
Si 24.477 10.8837 12.2438 0.0011 0.0007 0.0006
Si 27.194 13.6005 12.2397 -0.0024 0.0019 -0.0032
Si 29.9138 -0.003 12.2401 0.0017 0.0044 0.0018
Si -0.001 2.7206 12.237 0.0028 -0.0004 0.0018
Si 29.9201 5.4444 12.2354 0.001 0.0027 -0.0003
Si -0.0013 8.1575 12.236 0.0008 -0.0013 -0.0019
Si 29.9198 10.8814 12.237 -0.0041 -0.0002 -0.0007
Si -0.0023 13.5967 12.2336 -0.0033 0.0024 -0.0007
Si 1.3615 1.3591 13.5884 -0.0007 0.0022 0.0017
Si 4.0797 4.0756 13.5901 -0.0016 0.0025 0.0035
Si 1.3574 6.797 13.5967 -0.0007 0.0006 -0.0005
Si 4.0799 9.5177 13.5961 0.0009 0.0019 -0.0022
Si 1.3585 12.2362 13.5918 -0.0005 0.0003 -0.0048
Si 4.0807 14.9577 13.5888 0.004 0.0022 0.0009
Si 6.7989 1.3531 13.5891 0.0009 0.0009 0.0013
Si 9.5234 4.0772 13.5943 -0.0049 -0.0033 0.0033
Si 6.8045 6.7993 13.5928 -0.0052 0.0014 0.0006
Si 9.528 9.5215 13.6007 -0.0031 -0.0049 -0.0018
Si 6.8036 12.2412 13.5966 0.0081 -0.0015 -0.0001
Si 9.5185 14.9593 13.5981 0.007 -0.0001 -0.0004
Si 12.2415 1.3638 13.5978 0.0031 -0.0011 0.0008
Si 14.967 4.0817 13.603 0.0004 0.0011 0.0005
Si 12.2474 6.7985 13.6049 -0.0066 -0.0034 0.0009
Si 14.9616 9.5159 13.6083 -0.0037 0.004 -0.0032
Si 12.2436 12.239 13.6086 0.0022 0.0054 0
Si 14.9632 14.9625 13.6092 0.0041 -0.0015 0.0005
Si 17.6856 1.3618 13.6116 0.0004 -0.0007 0.0028
Si 20.4 4.0767 13.6062 0.0014 0.0018 0.0021
Si 17.681 6.7991 13.6025 0.0006 0.0039 -0.0009
Si 20.3985 9.5202 13.6032 -0.0044 0.0003 -0.0009
Si 17.6817 12.2407 13.6105 -0.0016 0.0018 -0.0042
Si 20.403 14.9639 13.6106 -0.0005 0.0039 0.0018
Si 23.1196 1.3624 13.6033 0.004 0.0048 0.0031
Si 25.8395 4.0822 13.5999 -0.0025 0.0022 0.0015
Si 23.1175 6.7969 13.6038 -0.0039 0.0022 -0.0013
Si 25.8361 9.5219 13.6032 -0.0036 -0.0009 -0.0001
Si 23.1179 12.2449 13.6033 -0.0016 -0.0039 0.0013
Si 25.8342 14.9614 13.5978 0.005 -0.0072 0.0019
Si 28.5555 1.3586 13.5977 0.0023 -0.0085 0.0019
Si 31.2786 4.0816 13.5937 -0.001 -0.0047 -0.0006
Si 28.5587 6.8036 13.5962 -0.0042 0.0013 -0.0034
Si 31.2769 9.5174 13.5969 0.0016 0.0001 -0.0013
Si 28.5544 12.2378 13.5961 0.0039 0.0018 -0.0022
Si 31.277 14.9565 13.5932 -0.0001 -0.0041 -0.0025
Si -0.0007 0.0006 14.9442 -0.0038 0.0011 0.0003
Si 2.7188 2.7178 14.9497 -0.002 -0.0049 -0.0006
Si -0.0013 5.4359 14.9572 0.0004 0.0007 -0.0005
Si 2.7188 8.1576 14.9529 0.0032 -0.0018 0.0022
Si -0.0038 10.88 14.9536 0.001 0.001 -0.0003
Si 2.7196 13.5996 14.9479 -0.0052 -0.0036 0.0009
Si 5.4376 -0.0013 14.9526 -0.002 -0.002 0.0009
Si 8.1603 2.7156 14.9465 -0.0002 -0.0009 0.0015
Si 5.441 5.4388 14.9443 0.0082 -0.0023 0
Si 8.1658 8.16 14.953 0.0075 0.0056 -0.0004
Si 5.4431 10.8803 14.9509 0.0004 0.0022 0.0003
Si 8.1582 13.6027 14.9601 -0.0045 -0.0025 0.0002
Si 10.8792 0.0025 14.9532 -0.013 -0.0023 0.0023
Si 13.6037 2.7221 14.9591 -0.0019 0.0014 0.0023
Si 10.8831 5.4375 14.9566 0.0034 0.0031 0.0015
Si 13.6068 8.1544 14.9708 0.0059 0.0027 0.0004
Si 10.8838 10.8794 14.9684 -0.001 -0.001 -0.0005
Si 13.6035 13.6019 14.966 0.002 0.0019 0.0011
Si 16.3243 0.0017 14.97 -0.0067 -0.0035 -0.0004
Si 19.0459 2.7195 14.9766 0 -0.001 0.002
Si 16.3276 5.4376 14.9678 0.0031 0.0008 -0.0006
Si 19.0429 8.1557 14.9616 -0.0002 0.0032 -0.0021
Si 16.3215 10.8769 14.9649 0.0008 -0.0036 -0.0013
Si 19.0427 13.6019 14.9684 -0.0007 -0.0055 0.0006
Si 21.7615 0.0069 14.9711 0.0015 -0.0027 0.0011
Si 24.4805 2.7218 14.9604 0.0005 -0.0037 0.0038
Si 21.7616 5.4335 14.9653 -0.002 -0.0015 0.0014
Si 24.4772 8.1568 14.9616 0.0003 -0.0005 0.0024
Si 21.7595 10.88 14.96 -0.0032 -0.0005 -0.0027
Si 24.4769 13.6058 14.9647 0.0015 0.005 -0.0005
Si 27.1947 -0.0002 14.957 -0.0049 0.005 0.0023
Si 29.9185 2.7202 14.9502 0.0044 0.0056 -0.0006
Si 27.1983 5.4439 14.9569 0.0076 0.006 0.0037
Si 29.9172 8.1577 14.9607 -0.0056 -0.0005 -0.0023
Si 27.1951 10.8817 14.9633 0.0017 0.0003 -0.0031
Si 29.9128 13.6001 14.9512 -0.0019 -0.0035 -0.0022
Si 1.3595 14.9653 16.3032 0.0001 -0.0016 0.0036
Si 4.0775 1.3619 16.3108 -0.0013 0.0052 0.0035
Si 1.3594 4.072 16.3136 0.0011 0.0015 0.0041
Si 4.0816 6.7945 16.3061 -0.0015 -0.0003 0.0018
Si 1.3586 9.5195 16.3093 -0.0044 0.0024 0.0007
Si 4.0858 12.245 16.3062 0.007 -0.0093 0.0001
Si 6.7977 14.9657 16.3181 0.0043 -0.0012 0.0023
Si 9.5181 1.361 16.3116 0.0047 0.0006 0.001
Si 6.8016 4.0808 16.3002 -0.003 0.0043 -0.0007
Si 9.5243 6.8 16.3136 -0.0072 0.0003 0.0024
Si 6.805 9.5213 16.3089 0.0039 -0.0007 -0.0034
Si 9.5183 12.2444 16.3209 -0.003 0.0048 0.0007
Si 12.24 14.9679 16.3158 0.0044 -0.0004 -0.0026
Si 14.9621 1.3649 16.3245 0.005 -0.0016 0.0013
Si 12.2432 4.0808 16.3186 -0.0031 0.001 0.0017
Si 14.9689 6.7932 16.3316 0.0007 -0.0025 0.004
Si 12.2458 9.5167 16.3266 0.003 0.0002 0.005
Si 14.9658 12.241 16.3232 -0.0012 -0.001 -0.0038
Si 17.6881 14.9644 16.331 0.0002 -0.0007 -0.0005
Si 20.4084 1.3647 16.3437 0.0004 -0.0023 0.0054
Si 17.6867 4.0817 16.3361 -0.003 0.0036 0.0015
Si 20.4 6.7919 16.3219 -0.0037 0.0065 -0.0003
Si 17.6813 9.5124 16.3187 -0.0017 0.0053 -0.0054
Si 20.4029 12.2377 16.3231 0.0014 -0.0027 -0.0014
Si 23.1228 14.9687 16.3295 -0.0044 -0.0016 0.0084
Si 25.8389 1.3612 16.318 0.0046 -0.0021 0.0001
Si 23.1216 4.0744 16.3277 0.0032 0.0002 0.0025
Si 25.8335 6.7945 16.3232 -0.0003 0.0013 0.0027
Si 23.1151 9.5162 16.3189 -0.0061 0.005 -0.001
Si 25.8368 12.2455 16.3245 -0.0022 -0.0027 0.0058
Si 28.5554 14.9591 16.3137 0.0083 -0.0082 -0.0016
Si 31.2809 1.3595 16.3046 0.0011 -0.0051 -0.0009
Si 28.5597 4.0793 16.309 -0.004 -0.007 -0.0033
Si 31.2766 6.7915 16.3174 -0.0003 0.0022 0.0022
Si 28.5499 9.5131 16.3203 0.0035 0.001 -0.0015
Si 31.2701 12.2411 16.3088 -0.0087 0.0042 -0.0041
Si 2.7147 0.0044 17.6709 -0.0016 -0.0052 0.0004
Si 5.439 2.7307 17.6606 0.011 0.0015 -0.0041
Si 2.7258 5.4311 17.6665 -0.0009 0.001 0.0006
Si 5.4497 8.1516 17.6588 0.0028 0.0067 -0.0013
Si 2.7284 10.8808 17.6575 0.0011 0.0119 -0.0027
Si 5.4332 13.6102 17.6766 -0.0037 -0.0035 -0.0011
Si 8.1554 0.0111 17.6766 -0.0053 -0.0025 0.0038
Si 10.8776 2.7209 17.6702 -0.0024 -0.0004 -0.0021
Si 8.1608 5.4359 17.6636 0.0021 -0.0052 -0.0034
Si 10.8822 8.1546 17.6816 -0.0002 -0.0018 0.0013
Si 8.153 10.886 17.6779 -0.003 -0.0089 -0.0036
Si 10.8788 13.6118 17.6735 -0.0005 -0.0004 0.0014
Si 13.5927 0.0113 17.6803 -0.0049 -0.0051 0.0051
Si 16.3214 2.7212 17.6907 -0.0048 -0.0042 0.001
Si 13.6038 5.4328 17.6874 0.0023 0.0018 0.0035
Si 16.3389 8.1478 17.6893 0.0074 0.0136 -0.002
Si 13.6105 10.8783 17.6821 0.009 0.006 0.0001
Si 16.3262 13.6008 17.6832 -0.0004 -0.0009 -0.0003
Si 19.0461 0.0016 17.7006 -0.0023 -0.0058 -0.0027
Si 21.7722 2.7247 17.7093 0.0023 0.0051 0.0013
Si 19.0522 5.4375 17.7 0.0032 0.0021 0.0001
Si 21.7616 8.1471 17.6785 -0.0066 -0.0044 -0.0004
Si 19.0414 10.8693 17.6738 -0.0064 -0.0052 -0.0057
Si 21.7614 13.6013 17.6802 -0.0071 -0.0024 -0.0028
Si 24.4793 0.0163 17.6908 0.0136 0.004 0.0032
Si 27.2017 2.7225 17.6699 0.0063 0.005 -0.0048
Si 24.4817 5.4281 17.6898 -0.0104 -0.0014 0.006
Si 27.1902 8.1512 17.6851 0.0025 0.0024 0.0011
Si 24.4727 10.8779 17.6752 -0.0019 -0.0034 0.0013
Si 27.1938 13.6122 17.6853 0.0096 0.0056 -0.0009
Si 29.9169 0.0059 17.6627 -0.0022 0.0012 -0.0034
Si 0.0021 2.7063 17.6732 -0.0125 -0.0043 -0.0029
Si 29.9215 5.4223 17.6776 -0.0063 0.0008 0.0044
Si -0.0005 8.1557 17.6667 0.0065 0.0018 0.0026
Si 29.9077 10.8822 17.6691 -0.0019 -0.0029 -0.006
Si -0.0119 13.6135 17.6551 -0.0004 -0.0086 -0.0021
Si 1.3594 1.3547 19.0454 0.0033 -0.0057 0.0026
Si 4.0859 4.0781 19.0357 0.0013 0.0024 0.0024
Si 1.3632 6.7886 19.0174 -0.0035 0.0022 0.0036
Si 4.0925 9.5135 19.0084 0.0079 -0.0112 0.0031
Si 1.3647 12.2593 18.9901 -0.0057 -0.0048 0.0019
Si 4.0769 14.9787 19.0367 -0.0019 -0.0036 0.007
Si 6.7948 1.3851 19.027 -0.0129 0.0093 0.0058
Si 9.515 4.0769 19.0258 0.0026 0.0027 -0.0011
Si 6.798 6.7848 19.0248 0.0078 -0.0002 0.0011
Si 9.5113 9.5165 19.0289 -0.0049 0.0121 0.0008
Si 6.7933 12.2545 19.0369 0.0024 0.0034 0.0011
Si 9.5258 14.9815 19.034 0.0017 -0.0074 0.0039
Si 12.2333 1.3762 19.044 -0.0092 0.005 0.0031
Si 14.9567 4.0708 19.057 0.0042 0.0035 0.0044
Si 12.2401 6.7902 19.0449 0.0021 0.0025 0.0122
Si 14.9792 9.5136 19.0353 -0.0015 -0.0058 0.0016
Si 12.2399 12.2457 19.0235 0.0052 0.0014 0.0004
Si 14.9588 14.9695 19.0274 0.006 -0.0058 -0.0006
Si 17.687 1.3714 19.0551 0.001 -0.0055 0.0059
Si 20.4198 4.0926 19.0727 -0.0079 0.0046 0.005
Si 17.6949 6.7915 19.0673 -0.0036 0.0006 0.0039
Si 20.3877 9.4947 19.0303 0.0035 0.0112 -0.0019
Si 17.6928 12.2345 19.0335 0.004 -0.0048 0.001
Si 20.4137 14.9573 19.054 0.0003 -0.0081 0.0034
Si 23.1377 1.3732 19.0783 -0.009 -0.0034 0.0087
Si 25.8438 4.0615 19.0466 0.0222 -0.0139 0
Si 23.1159 6.7858 19.0453 0.004 0.0025 0.002
Si 25.8195 9.5129 19.0394 -0.0062 0.0052 -0.0015
Si 23.1166 12.239 19.0367 -0.0054 0 -0.0002
Si 25.8437 14.9865 19.0491 -0.0062 -0.0011 0.0071
Si 28.5614 1.3651 19.0243 0.0023 0.0021 -0.0004
Si 31.2784 4.0506 19.0374 0.0109 -0.0047 0.0068
Si 28.5464 6.7696 19.031 -0.0035 0.0047 -0.0027
Si 31.2716 9.5179 19.0142 -0.0111 0.0114 -0.0022
Si 28.5489 12.24 19.0359 0.0063 -0.0033 0.0001
Si 31.2772 14.9781 19.0244 -0.0066 -0.0018 0.0036
Si -0.0107 0.0049 20.413 0.0033 0.0034 0.0057
Si 2.7343 2.7118 20.3963 -0.0054 -0.0095 0.0016
Si 0.0162 5.4084 20.3712 -0.0052 0.0014 -0.0007
Si 2.75 8.1352 20.3603 -0.0095 0.0017 0.0013
Si 0.0179 10.8903 20.3315 0.004 0.006 0.0035
Si 2.687 13.6283 20.375 0.0031 0.0049 -0.001
Si 5.4294 0.0434 20.3889 0.0116 -0.0022 0.0053
Si 8.1492 2.7394 20.3985 0.0027 0.0023 -0.0005
Si 5.4485 5.4301 20.4043 -0.0026 -0.0079 0.0067
Si 8.1554 8.1414 20.3801 0.0004 -0.0096 -0.0003
Si 5.4252 10.8847 20.3803 -0.0058 -0.0023 0.0059
Si 8.1587 13.6291 20.3843 -0.0026 0.0054 0.0068
Si 10.8639 0.0359 20.4089 0.0034 0.0002 0
Si 13.5832 2.7263 20.4265 -0.0002 -0.0064 0.0046
Si 10.8749 5.4162 20.3956 -0.0152 -0.0056 0.0068
Si 13.6161 8.1536 20.3867 0.0077 0.0022 0.006
Si 10.8744 10.8851 20.3727 -0.0037 -0.0081 0.0082
Si 13.5941 13.6127 20.3791 -0.0037 -0.0014 0.0053
Si 16.3065 0.0124 20.3944 -0.0034 0.0082 0.0035
Si 19.0559 2.7295 20.4195 -0.0034 0.0023 0.0045
Si 16.3254 5.4241 20.4125 -0.0063 0.0049 0.0062
Si 19.0704 8.1349 20.4382 0.0059 0.0061 0.0093
Si 16.3492 10.8654 20.3941 0.0072 0.0089 -0.0028
Si 19.0529 13.5841 20.4011 0.0056 -0.0089 -0.0025
Si 21.7738 -0.0011 20.4191 0.0006 -0.0028 -0.0028
Si 24.5061 2.7287 20.456 -0.0033 0.0139 0.0081
Si 21.7838 5.4449 20.4533 -0.0016 0.0002 0.0017
Si 24.4737 8.1348 20.4037 -0.0028 0.0148 0.0023
Si 21.7465 10.8561 20.3679 -0.0031 -0.0085 0.0019
Si 24.4711 13.6195 20.3845 0.0049 0.0006 0.0058
Si 27.1954 0.0507 20.4087 0.0001 -0.0043 0.0019
Si 29.921 2.6877 20.411 -0.0023 -0.0079 0.0047
Si 27.2042 5.4004 20.4131 0.011 0.0097 0.002
Si 29.908 8.1423 20.3578 0.0058 -0.0034 0.0067
Si 27.1663 10.888 20.3898 -0.0021 0.0003 0.0034
Si 29.9098 13.623 20.3715 -0.0106 -0.0048 0.0011
O -0.7828 4.9281 32.886 0.2093 -0.1745 0.0036
O -0.8785 1.4759 37.3839 0.2836 -0.5039 0.0082
O 6.4519 4.0024 28.8829 -0.3096 -0.438 0.3003
O 27.5858 8.5047 27.5737 0.1643 -0.1345 0.5394
O 9.1481 1.183 28.6983 -0.2489 0.126 0.2616
O -0.3981 1.9987 28.555 0.0829 -0.2922 0.1463
O 29.559 13.9683 31.5008 0.2919 -0.0671 -0.2643
O 15.8116 3.4876 30.365 -0.1879 0.2086 0.2187
O 26.1222 13.2399 34.9214 0.2181 0.4212 -0.123
O -2.0349 9.6893 32.9181 0.4607 0.3993 0.1222
O 21.8075 4.2909 34.6179 -0.0176 -0.1233 0.3367
O 5.9128 0.0226 38.4428 0.0643 0.0826 -0.3937
O 6.8369 7.6872 29.8357 0.2097 -0.2575 -0.1698
O 13.6318 10.9102 27.5251 -0.1044 -0.0295 0.3396
O 4.5318 7.4798 28.4811 -0.0099 0.1337 0.2802
O 1.9699 3.13 33.8221 -0.3419 -0.0868 -0.7091
O 7.1709 12.9241 32.9031 -0.2441 0.099 0.2783
O 13.5172 0.1237 27.4557 -0.097 0.0856 -0.0111
O 15.3655 1.1581 37.4819 -0.1672 -0.0238 -0.1853
O 10.8869 2.7369 27.5821 0.0612 -0.1563 0.4417
O 6.8343 10.1515 37.025 -0.0678 0.17 -0.166
O 18.6984 12.1106 31.0754 0.0033 -0.0688 0.1023
O 8.1451 5.5237 27.6529 -0.0068 -0.0753 0.29
O 19.3672 3.5068 35.4593 0.1498 -0.1972 0.0641
O 20.9295 1.2823 28.5222 -0.0532 -0.1469 0.5478
O 18.9855 5.3389 27.4269 0.1742 0.1796 0.384
O 8.9679 2.135 37.5246 -0.1682 -0.237 -0.4045
O 23.244 10.4914 31.4912 -0.325 -0.4175 -0.0795
O 27.3057 2.7788 27.6966 0.212 0.1379 0.2537
O 22.8215 -1.4437 31.1561 0.2783 0.6329 0.0845
O 1.6615 8.3757 30.3267 0.345 -0.1476 -0.1137
O 20.6648 6.6462 28.7537 -0.3387 -0.426 0.2767
O 1.8881 1.7605 29.8813 -0.2396 -0.2695 -0.0461
O 4.2421 1.4538 28.823 0.4864 0.1515 0.0851
O 25.5476 1.239 28.8936 -0.144 -0.125 0.1367
O 29.4226 4.1976 28.4256 0.2449 -0.3386 0.2261
O 16.4272 11.3635 38.3789 0.1441 -0.1743 -0.3885
O 0.0595 5.9011 35.1986 0.247 0.0865 -0.4375
O 14.8388 -1.5374 29.3186 0.232 0.3247 -0.038
O 7.5221 4.3291 37.4767 0.4834 0.3328 -0.0948
O 10.0612 12.7677 28.0497 0.6464 0.6084 -0.0903
O 23.3969 -1.2236 28.559 -0.0079 0.4047 0.1587
O 2.0704 9.6538 37.3276 0.2108 0.2544 -0.3985
O 2.7065 5.5904 34.4855 -0.4613 0.1313 0.2947
O 15.2909 1.7251 28.4814 0.0597 0.0783 -0.1637
O 17.4466 3.522 28.3884 0.1145 -0.7467 -0.0398
O 20.9242 14.1488 35.0748 -0.1392 -0.0337 0.686
O 10.9815 0.6203 38.3712 -0.1531 0.1051 -0.5947
O 24.5123 -2.234 38.3543 0.1259 -0.1805 -0.3088
O 28.6511 4.5713 37.1191 -0.4891 0.3957 -0.1812
O 17.7056 4.5404 37.3152 -0.1161 0.3757 -0.1864
O 11.8989 4.7003 37.4025 -0.0525 -0.4767 -0.0945
O 5.7142 16.2355 0.0408 0.2225 0.074 -0.1628
O 30.2923 14.1207 35.0672 0.1291 -0.4364 -0.183
O -1.1084 6.7122 37.4046 -0.3317 -0.0013 -0.2648
O 1.7009 -1.1248 37.2188 -0.179 0.4527 -0.2365
O 25.7151 2.3833 37.1376 0.2704 0.2025 -0.2912
O 8.4351 8.4773 38.1508 0.1755 -0.1238 -0.1974
O 0.1694 11.3281 38.1566 0.1843 0.1487 -0.22
O 21.0076 1.3828 37.5083 -0.0423 -0.2108 -0.3358
O 9.0119 -0.8103 30.3524 0.2245 -0.1345 0.3741
O 12.9818 13.9271 35.4576 -0.1014 -0.1546 -0.65
O 27.1298 13.522 27.3898 -0.2766 0.1505 0.2073
O 21.5859 0.3473 35.1354 0.1969 0.3176 -0.3589
O 16.9808 5.7411 29.7989 0.5717 0.1898 -0.0578
O 19.7035 12.3467 28.5688 -0.3247 -0.2202 -0.1452
O 27.298 -1.0308 31.7311 0.0896 0.1443 0.1219
O 5.6062 1.8265 33.6365 0.1313 -0.0004 -0.1238
O -0.0741 8.1482 27.562 0.0713 0.0111 0.3734
O 28.3683 12.8734 36.2613 -0.0329 -0.0874 0.0672
O 22.7668 -0.5419 37.3698 0.0569 -0.2266 -0.3008
O 20.5957 13.7281 30.6811 0.0405 0.449 -0.0961
O 5.4624 13.5804 27.5303 0.089 0.144 0.2346
O 23.5396 13.6959 34.742 0.2666 0.2236 0.4476
O 19.3899 3.1477 38.5748 0.1354 0.1763 -0.1489
O 3.4479 -1.0291 35.177 -0.2229 0.2716 -0.2143
O 9.6638 3.8123 32.8966 -0.074 0.4913 0.016
O 1.0143 -1.9202 34.9356 -0.4546 -0.2235 -0.0406
O 26.2448 6.7734 37.3424 0.3192 -0.3816 -0.1077
O 26.1752 4.409 32.8202 0.1239 -0.1316 0.218
O 24.3441 5.0413 28.0994 0.4673 0.1371 0.0565
O 10.2211 -0.0905 33.758 0.1002 -0.4103 -0.2906
O 24.7124 8.7101 38.2892 0.2605 0.005 -0.5686
O 22.0073 8.6072 27.9621 -0.3642 0.1111 -0.3883
O 12.2279 10.7297 30.6208 0.6463 -0.3058 0.0763
O 28.3567 10.2983 37.5193 -0.318 0.2121 -0.2748
O 1.9145 1.7784 36.0643 -0.375 -0.349 0.059
O 17.4929 -0.4351 37.6284 -0.1696 -0.1071 -0.2751
O 9.3271 11.3065 32.8687 0.1196 -0.0273 -0.6189
O 7.3322 -1.2056 28.433 0.2944 0.5203 0.1884
O 17.317 5.2636 33.0016 0.1267 0.1882 -0.2665
O 25.1523 14.2361 32.7718 0.2071 -0.1109 0.0428
O 10.2041 13.073 34.5648 -0.1933 0.3623 -0.1579
O 8.2588 13.0234 29.8915 -0.4393 -0.3246 0.2595
O 12.1827 1.2367 32.6198 0.328 0.2354 -0.0475
O 3.8403 11.9172 28.6072 0.1682 -0.3729 0.2058
O 20.2873 9.6646 32.6314 0.4691 0.2562 0.177
O 16.193 0.9826 30.8293 -0.1221 -0.5421 -0.211
O 16.4302 8.2273 30.0826 -0.1218 0.202 0.2653
O 9.4046 12.8454 37.0433 0.0086 -0.3264 -0.0789
O 18.4887 7.7307 33.0631 -0.3785 0.1317 -0.6376
O 7.9423 -1.9601 38.4046 -0.1291 0.0689 -0.3587
O 13.1382 4.7234 31.3094 0.2372 -0.5287 0.0598
O 11.0334 3.3951 30.668 0.2164 -0.5579 0.0098
O 15.5904 12.4856 28.3252 0.1868 -0.2935 0.1757
O 22.6567 7.9941 36.0864 0.2937 -0.1732 0.4871
O 6.5023 -1.7196 30.8941 -0.5948 -0.1347 -0.3701
O 4.8982 9.6658 32.8689 -0.5964 0.2939 0.1419
O 2.7297 3.3214 38.1068 0.1793 -0.102 0.1822
O -0.3857 8.0492 31.8181 0.0613 0.5074 -0.1168
O 14.874 4.4952 33.2001 -0.2151 -0.1397 0.1781
O 8.1914 11.0044 27.3254 0.1207 -0.0453 0.5271
O 29.2373 -1.2429 37.3441 0.053 0.0078 -0.4356
O 24.3657 3.9597 35.2177 0.4404 0.0525 -0.1734
O 11.2719 0.6558 30.1523 0.048 0.0756 -0.3153
O 29.4501 0.1042 30.6685 0.0583 0.6033 0.1997
O 27.971 9.4452 33.005 -0.3043 -0.2601 0.4792
O 5.8621 -0.105 35.3622 0.0112 -0.2607 0.2468
O 1.9868 -1.541 32.6124 0.2607 -0.2827 0.2453
O 13.0495 8.9072 34.6854 0.0053 0.2944 -0.5987
O 23.7862 4.0191 37.7117 0.2836 0.08 -0.0907
O 28.463 5.5954 32.7123 0.5877 -0.1668 0.0298
O 21.0371 12.3137 37.5602 -0.052 0.1827 -0.0558
O 21.9583 5.7587 38.3959 -0.1176 -0.1102 -0.4741
O 4.8744 11.0507 35.5273 -0.2428 -0.0396 -0.4243
O 12.3174 14.5772 28.7486 -0.5598 -0.2727 0.0842
O 28.9853 11.8233 32.8764 0.0678 0.3981 0.1944
O 4.7449 11.8113 31.1633 0.2088 0.5607 0.1367
O 8.021 1.0504 34.4921 0.1267 0.2085 -0.1188
O 12.4666 0.2013 35.0548 0.5592 0.3265 0.0857
O 9.6429 7.3667 28.638 -0.1352 0.4746 0.0373
O 7.0135 10.6025 31.7806 0.4433 -0.0959 -0.3177
O 19.9802 3.3572 32.9259 -0.0139 -0.3147 0.0694
O 23.699 10.3579 28.7902 0.1478 0.1649 0.2766
O 6.305 3.0451 31.4208 0.1341 -0.2859 -0.0994
O 8.8552 6.852 31.1892 0.0552 -0.3134 0.5259
O 8.5394 4.0205 30.476 0.2152 0.2105 -0.5014
O 16.4454 13.2942 30.6823 -0.2579 0.5189 0.5637
O 13.0055 -0.7641 37.5036 0.9006 -0.078 -0.1344
O 0.6403 4.7354 37.5023 -0.0099 -0.1393 -0.2309
O 21.8275 13.0376 32.8887 0.1595 -0.6185 -0.2734
O 28.7737 -1.3859 28.6347 -0.4201 -0.1566 0.4662
O 1.16 4.0203 28.6659 -0.0031 0.1224 0.1438
O 0.7775 5.8824 30.9743 0.2569 -0.0596 -0.4499
O 10.1159 6.6066 37.2115 -0.2813 0.0714 -0.2261
O 13.748 3.0787 38.2727 0.2272 0.2317 -0.4146
O 17.6637 9.9782 28.4448 0.1025 0.3748 0.181
O 13.3589 13.0973 30.7471 0.5277 -0.2671 0.1928
O 26.104 12.3234 37.4292 -0.3189 -0.2973 -0.2972
O 17.4635 6.7235 35.2419 0.1122 -0.0963 0.4665
O 24.5388 11.6261 33.4864 -0.179 -0.0781 -0.139
O 30.5706 6.57 28.3279 0.0534 0.2298 0.1193
O 16.6808 3.8312 35.0779 -0.5188 -0.0168 0.3223
O 17.689 1.9743 36.6456 0.4949 0.0675 0.0244
O 28.5287 5.984 30.0188 -0.6113 -0.232 -0.2725
O -1.6474 0.2521 35.225 0.1368 -0.1616 0.3036
O 4.3698 4.0318 33.1172 -0.0246 0.4222 -0.2113
O 6.5996 2.2907 36.1676 -0.5793 0.0394 0.2657
O 17.6167 14.0404 34.4264 0.268 -0.1266 -0.1608
O 27.3831 0.5112 38.1021 -0.1197 -0.0539 -0.4023
O 30.0311 0.789 28.1284 -0.7304 0.3719 -0.1295
O 19.0231 -0.1043 27.5506 -0.1607 0.0942 0.2012
O 15.9379 7.0284 37.4038 0.1018 -0.1886 0.0694
O -2.4008 3.2035 38.5618 0.1336 0.0653 -0.1618
O 18.8688 9.1833 30.5328 0.1707 -0.581 0.0173
O 18.6 9.8785 34.6261 0.2629 0.2182 -0.0828
O 9.7773 10.7508 29.6945 -0.3184 -0.3368 -0.192
O 23.1609 10.7193 37.436 0.1563 0.1319 -0.4731
O 13.9314 8.5436 38.208 0.1526 -0.0357 -0.5912
O -0.3386 2.4829 34.9741 -0.1214 0.4776 -0.1843
O 25.7789 7.056 28.7939 0.3107 0.1711 0.7118
O 25.1009 0.3056 31.3799 -0.2334 0.0743 0.5321
O 5.4086 13.6303 35.6561 0.4882 -0.0809 0.1537
O 23.4872 6.3531 34.2348 0.2243 0.0422 -0.2842
O -1.3357 -1.1809 29.2416 0.2153 -0.181 -0.1122
O 10.7827 12.9644 30.6098 -0.1338 0.8048 0.3171
O 21.6068 13.6722 27.4627 -0.018 0.1453 0.01
O 2.6855 8.1991 35.1342 -0.1871 0.5037 -0.2544
O 8.5057 -1.4613 35.3208 -0.5927 -0.1211 0.2956
O 6.0305 8.6873 34.9749 0.1903 -0.4609 0.4481
O 14.7016 12.9961 37.2497 -0.0848 0.6071 -0.1616
O 20.3278 7.3843 37.2815 -0.3195 0.0245 -0.241
O 0.0808 3.3097 30.9138 -0.1481 -0.4196 0.3881
O 29.5876 10.5718 27.4699 0.0423 -0.0207 0.3684
O 6.2281 9.4776 28.1254 0.1631 0.1594 0.1493
O 3.9601 2.1012 31.4618 -0.4254 0.1816 0.2431
O -0.7067 -1.161 33.2032 -0.059 -0.3522 -0.5593
O 6.7839 7.7753 32.5413 0.3896 0.0635 0.0877
O 4.8785 12.2065 37.8154 0.6187 -0.2107 0.116
O 1.9745 7.4292 32.7434 -0.0793 0.0925 0.1524
O 26.8654 10.8171 35.4929 -0.5266 -0.1605 -0.1737
O 14.9915 6.5185 31.3982 0.1415 0.3202 0.155
O 14.7714 6.6549 28.7151 -0.6191 -0.3407 0.253
O 12.3937 6.7621 35.8673 0.0468 0.1479 0.2599
O 23.1589 12.6938 29.7788 -0.314 -0.01 -0.3955
O 2.9188 13.5478 30.4698 0.0803 0.0774 -0.1935
O 15.2061 13.1262 34.6221 -0.1549 0.2747 -0.3885
O -0.1008 10.3829 30.0965 -0.1965 -0.4256 0.3241
O 17.1041 11.6707 35.5825 -0.1636 0.1907 0.5234
O 13.1855 -0.6791 31.1245 0.1785 -0.0415 0.6043
O 9.205 1.6558 31.3424 -0.4004 -0.2714 0.3482
O 0.842 14.1531 28.1554 0.0727 -0.5421 -0.2217
O 20.8601 -0.8563 32.8177 -0.1992 0.5129 -0.2415
O 4.9596 9.3739 30.3375 -0.3661 -0.1855 0.215
O 16.32 9.0782 35.7063 -0.4984 0.2842 -0.2305
O 27.041 7.4669 31.5953 -0.459 -0.1961 -0.172
O 30.3039 4.9414 35.0838 0.1293 0.1471 0.1211
O 21.3705 8.4159 30.5731 0.3835 -0.1947 0.4457
O -1.7702 7.1974 33.8751 -0.5045 0.0648 0.5065
O 22.2997 3.4905 28.4973 -0.0196 0.3069 0.005
O 24.9808 5.4027 30.6931 -0.0263 0.3755 0.3109
O 11.8855 12.1264 32.8128 0.3469 0.0669 0.3259
O 23.6126 4.2498 32.6867 -0.381 0.0863 -0.306
O 6.5281 5.5418 31.1425 -0.4348 0.0723 0.1968
O 16.6099 10.6386 30.7761 -0.6626 -0.1109 0.2706
O 16.8866 11.9985 32.9637 0.0929 -0.4009 -0.1829
O 4.2163 1.4546 37.2501 0.2453 -0.2241 -0.5682
O 26.4506 11.2828 28.3486 -0.1336 -0.4957 0.0239
O 4.4722 7.145 33.4998 0.2827 -0.5691 -0.1903
O 29.3485 10.2703 35.069 0.7541 -0.0514 0.3351
O 20.8684 10.9825 30.4016 0.6196 -0.1126 -0.1385
O 20.4791 8.1137 34.7278 0.2151 -0.31 -0.1707
O 29.6925 7.6373 31.5739 0.0942 0.4808 -0.5549
O 10.9639 2.3422 34.6514 0.0753 0.1479 0.4623
O 25.3052 11.57 30.5901 0.068 0.1297 0.6442
O 18.1848 9.8978 37.2816 0.3904 -0.3861 -0.1443
O 11.1411 5.9697 30.2338 0.1989 0.0198 0.1275
O 17.1872 -0.1355 32.8905 -0.3751 -0.4425 -0.4473
O -1.8175 12.9568 37.3637 -0.0486 -0.1363 -0.3862
O 2.8104 5.6282 27.6353 -0.0741 -0.1038 0.1905
O 25.2368 14.3506 30.2074 0.5373 -0.0476 -0.5397
O 26.8135 6.1262 34.7687 -0.3056 -0.1296 -0.1801
O 20.9296 2.7606 30.6318 0.3018 0.3486 0.1346
O 8.6772 3.5581 35.3013 -0.4108 0.1478 -0.3096
O 2.3912 10.9469 30.5564 -0.0396 -0.0402 0.3305
O 11.0733 10.5969 34.7698 -0.4637 -0.2235 -0.0403
O 29.3877 -0.4524 33.2664 -0.1153 0.5686 0.3688
O 25.4484 9.365 32.3917 0.0594 -0.1358 0.2574
O 7.3218 10.8809 34.4869 0.0554 0.183 0.1587
O 10.7771 8.5205 30.6898 0.121 0.0651 0.7214
O 7.8491 -0.9173 32.8706 0.1651 0.1699 -0.6335
O 2.6336 -0.1756 27.6091 -0.2132 -0.156 0.2584
O 5.5811 5.8505 38.2859 -0.042 -0.1861 -0.5668
O 1.1427 0.5894 33.8453 0.2639 0.0707 -0.218
O 27.8061 12.3451 30.4809 -0.1289 0.354 -0.1899
O 25.1716 8.0611 35.3094 0.1046 0.2984 0.042
O 13.1286 6.5387 33.2715 -0.3699 -0.0222 0.0084
O 12.5673 4.3549 28.7136 0.3227 -0.1112 0.2628
O 18.522 3.8952 30.7485 0.1033 0.2399 0.0979
O 29.814 2.4918 35.8864 -0.2337 -0.3997 -0.1111
O 5.2842 -1.5804 33.2649 -0.2873 0.0409 -0.24
O 30.0645 8.5848 38.3675 -0.1228 0.1173 -0.4572
O 17.2998 14.4973 28.465 0.0089 -0.2351 0.3652
O 14.8829 7.0237 35.0169 -0.0024 -0.2492 -0.3749
O 16.7535 2.5703 32.8598 -0.3768 -0.039 0.0197
O 23.146 1.472 29.9801 -0.0771 -0.4228 0.2333
O 20.8571 9.835 36.693 -0.6555 -0.0378 0.3117
O 19.0954 -0.2138 34.7115 0.093 0.4699 0.368
O 19.2143 14.0533 38.3348 0.1875 0.0494 -0.1744
O 1.4208 7.1475 37.1472 -0.139 0.0482 0.4245
O 12.0571 9.8767 37.0725 -0.4291 0.1227 -0.0914
O 27.2241 9.8183 30.4609 0.5155 -0.1886 -0.4194
O 21.9431 11.6864 35.216 0.2245 -0.2696 -0.385
O -1.2029 12.1181 28.3771 0.425 0.1774 0.0476
O 3.451 -0.2533 30.711 0.6577 -0.3456 -0.0443
O 2.9315 12.9245 36.1309 -0.3084 -0.5373 -0.2098
O 3.7926 3.5495 35.6716 0.5251 0.223 0.1691
O 16.2977 8.1524 27.2878 0.1842 0.1002 -0.115
O 3.9334 7.7463 37.4124 0.2287 0.062 -0.3299
O 27.7324 8.3184 35.8607 0.6195 -0.0653 -0.0714
O 1.7208 9.9497 28.2432 0.3474 0.4648 -0.0851
O -0.1122 13.0547 30.4108 0.3812 0.0965 0.6479
O 23.2242 6.9197 29.5724 -0.191 0.1374 0.5672
O 16.4964 0.0035 35.3415 -0.6665 0.0908 -0.1994
O 18.7508 1.4666 31.5569 0.0579 -0.6647 -0.0196
O 23.3515 9.1229 33.7975 -0.1085 0.3111 -0.0222
O 25.1335 2.8527 30.9738 0.0807 -0.0033 -0.2424
O 10.8021 -1.3902 36.3758 -0.0286 0.4064 0.3528
O 30.3148 11.5789 30.6777 -0.1031 -0.4603 0.123
O 11.7163 9.3736 28.4215 -0.2167 -0.4169 0.0336
O 19.6356 5.6737 34.1102 0.3198 0.3769 0.1018
O 13.67 1.8513 30.5494 -0.3242 0.3808 -0.3146
O 0.9796 -0.91 30.3905 -0.2502 0.4535 -0.0553
O 13.5278 11.3432 35.5316 -0.0036 -0.1942 -0.3262
O 27.9831 3.8418 34.6396 -0.0907 -0.6719 0.0417
O -1.7091 5.0815 30.4359 -0.2767 0.0173 0.2946
O 23.3253 1.8162 36.3162 -0.0257 -0.0705 -0.4354
O 10.7469 4.9825 35.0624 0.1135 0.2233 -0.1299

Results
total energy: -218736.852 eV
total energy less fixed offsets of O -438.35, Si -107.03 eV per atom: -18.132 eV
